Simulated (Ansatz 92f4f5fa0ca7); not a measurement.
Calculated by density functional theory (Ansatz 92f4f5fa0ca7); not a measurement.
Periodic cell of 150 atoms, Si88O58N4, from a study of silicon, its oxide and their interface. The atomic structure is a simulated model.

Settings: functional r2SCAN; potential files Ansatz norm-conserving; basis plane waves; wave-function cutoff 1300 eV; density cutoff ratio 4; exchange-correlation grid ratio 1; k mesh 2 x 2 x 1, shifted by 0.5 0.5 0.5 of a step; self-consistency stop 5e-08 eV per atom in the density residual; occupations Fermi-Dirac, 0.05 eV; spin none; net charge 0.

Cell vectors (angstrom)
a  10.88  0  0
b  0  10.88  0
c  0  0  21.4802

Atoms and the computed forces on them: element, x, y, z (angstrom), force x, y, z (eV/angstrom)
Si  -0.1952  -0.0865  0.0985  -0.3232  0.1288  -0.4294
Si  2.8505  2.4986  0.0441  -0.1555  -0.4044  -0.719
Si  -0.349  6.1765  -0.0547  0.4507  -0.0738  0.436
Si  3.0688  7.8071  0.1911  -0.6571  0.4121  -0.494
Si  4.8221  0.0284  -0.3106  -0.232  -0.1652  -0.1907
Si  8.3493  2.0449  -0.3241  0.2627  -0.1164  -0.4634
Si  4.6401  6.1196  -0.1582  0.3374  -0.5219  -0.5294
Si  8.757  7.7786  0.0997  -0.3456  -0.1515  -0.3053
Si  1.4306  1.1371  1.3366  0.0382  -0.247  0.0167
Si  3.9264  4.2851  1.0905  0.2384  0.3756  0.0445
Si  1.3418  6.8446  1.5043  -0.3548  -0.2412  -0.3431
Si  4.0383  9.5005  1.4187  -0.002  0.0029  -0.1138
Si  6.7406  0.9257  0.9897  0.0591  -0.0815  -0.0096
Si  9.0696  3.9241  0.9415  0.4629  0.2419  -0.7463
Si  6.7024  6.8347  1.0278  0.0515  0.0723  0.1256
Si  9.5006  9.4445  1.5554  0.1649  -0.1136  0.0642
Si  0.1722  2.4761  2.8041  0.005  0.4815  -0.4797
Si  2.7105  -0.0926  2.7944  -0.0647  -0.056  -0.048
Si  0.0624  8.2156  2.8715  0.0525  -0.0443  0.0977
Si  2.6848  5.4259  2.7692  0.2649  -0.1644  0.1915
Si  5.7509  2.4426  2.6284  -0.1674  -0.1223  -0.2395
Si  8.0307  -0.1022  2.7073  0.0703  0.1871  -0.0422
Si  5.5317  8.1993  2.643  -0.0182  -0.1868  -0.0826
Si  7.9644  5.385  2.4769  0.1775  0.107  0.1705
Si  1.3494  4.0547  4.1093  0.0254  0.0193  0.0762
Si  4.0436  1.3752  4.0248  0.1298  0.0371  -0.2038
Si  1.3696  9.5605  4.255  0.0186  0.1668  0.0011
Si  4.1028  6.8772  4.0619  0.0689  0.0251  -0.0008
Si  6.7932  4.0584  4.0204  0.1791  0.0884  0.0335
Si  9.4157  1.3401  4.0742  -0.0779  -0.1281  -0.1587
Si  6.7141  9.5305  4.1609  -0.0318  -0.1041  0.075
Si  9.4478  6.778  3.9597  0.0737  -0.1138  -0.1433
Si  -0.0609  0.0568  5.5067  0.3367  -0.2051  0.0796
Si  2.7328  2.7749  5.4333  -0.0122  0.01  0.053
Si  0.0231  5.5514  5.3756  -0.1435  0.0957  -0.0336
Si  2.7901  8.2486  5.578  -0.0615  -0.0738  -0.1998
Si  5.2602  -0.0039  5.4909  0.1731  0.0171  -0.1262
Si  8.1422  2.8118  5.4135  0.0041  -0.0191  -0.1019
Si  5.4869  5.5062  5.4038  -0.054  -0.0897  0.0364
Si  8.1782  8.1821  5.4046  -0.135  0.0526  0.0823
Si  1.277  1.5268  6.8191  -0.0685  -0.02  -0.1417
Si  4.05  4.2119  6.7261  -0.0432  -0.0432  -0.059
Si  1.3803  6.933  6.8845  -0.1414  -0.0404  -0.0867
Si  4.0019  9.5992  7.0992  -0.0318  0.1762  0.2858
Si  6.6383  1.4562  6.6445  -0.0968  0.0484  0.1858
Si  9.4758  4.284  6.6604  0.0574  -0.2393  -0.1514
Si  6.8342  6.9139  6.842  0.1911  0.0607  -0.1261
Si  9.5104  9.5026  6.8608  0.1182  -0.0086  -0.279
Si  -0.0786  3.0524  8.0393  0.2189  0.4034  0.3582
Si  2.4997  0.2804  8.3822  -0.0092  0.0432  -0.0271
Si  -0.1109  8.084  8.3934  0.2896  0.496  0.3535
Si  2.8229  5.5988  8.172  0.3553  -0.1057  0.31
Si  5.3187  2.8292  8.076  -0.3253  -0.2016  0.1903
Si  8.1487  0.2373  7.8747  -0.2935  -0.0255  0.137
Si  5.5758  8.2323  8.3616  0.1178  -0.0526  0.3388
Si  8.2718  5.5517  8.1589  0.3694  0.2299  0.4425
Si  1.424  4.2664  9.4623  0.3063  -0.5963  -0.322
Si  3.6182  1.9529  9.5954  -0.1029  0.2564  0.2087
Si  0.6727  10.726  9.882  -0.5017  -0.3773  0.5062
Si  4.5312  6.5065  9.7003  0.0254  -0.0037  -0.0085
Si  6.7373  4.2254  9.2081  -0.3535  0.15  0.0924
Si  9.1374  1.9243  9.1925  0.0218  -0.0649  -0.255
Si  7.12  9.7713  9.4263  0.0037  0.3369  -0.0818
Si  10.0763  6.322  9.8458  -0.471  -0.0239  0.2666
Si  -2.2707  -0.9321  14.2389  -0.1479  0.0189  0.4389
Si  5.5876  0.6834  11.4837  -0.0836  -0.3401  -0.0056
Si  1.0382  5.4699  12.3037  -0.1409  -0.0551  0.2051
Si  -1.2198  10.909  16.99  0.1199  -0.158  -0.0441
Si  9.2586  2.2268  13.7377  0.6941  -0.8694  -0.4844
Si  7.6643  2.942  11.6795  0.1599  -0.271  0.2516
Si  10.2003  5.8273  14.7576  -0.1392  0.1738  -0.0066
Si  -2.3464  8.268  11.7474  -0.193  -0.1111  0.0483
Si  5.7176  14.8467  16.4964  -0.1544  -0.2819  -0.1853
Si  -3.0292  4.2054  14.2063  -0.7524  0.9134  0.2039
Si  3.2109  7.9482  12.3714  0.2868  0.2686  0.0966
Si  12.6815  10.6059  12.7593  0.1129  -0.0691  0.1129
Si  1.5407  2.6994  13.7123  0.2364  -0.1219  0.2973
Si  -4.9084  8.9166  13.1336  -0.0379  -0.0358  0.3106
Si  4.0829  -4.6963  18.2619  0.3166  0.0006  -0.3256
Si  0.838  6.4218  18.599  0.0704  -0.1683  -0.2653
Si  1.8974  11.0536  17.4521  0.144  0.1016  -0.2703
Si  1.7844  2.7267  18.7582  0.2354  -0.2486  -0.1935
Si  -0.3062  4.6361  17.5568  -0.1702  -0.2708  -0.1287
Si  0.2759  8.2521  13.577  0.2093  0.2653  0.4254
Si  3.1816  2.514  16.2599  0.2704  -0.1832  -0.1825
Si  10.0629  -1.9337  19.2375  -0.1696  0.3668  -0.1246
Si  3.6894  9.0183  18.9627  -0.2421  0.0645  -0.0641
Si  8.1937  2.7634  18.0166  -0.1078  0.0949  -0.2163
O  -1.7429  -0.9217  15.7753  0.0607  0.1728  -0.153
O  -1.9732  1.4968  17.1707  -0.0807  0.197  0.1918
O  2.0255  3.209  20.2697  0.2531  -0.1435  0.1762
O  0.4328  3.2777  18.0881  0.0764  0.1809  0.0882
O  4.8971  5.2542  17.1481  -0.1093  0.109  0.2374
O  2.2003  12.1043  13.2996  -0.2368  0.0348  -0.1639
O  3.9826  12.3073  -0.5897  -0.2564  0.2548  0.4924
O  5.3546  3.5316  1.4498  -0.6591  0.2838  0.2173
O  4.7358  -0.8131  19.6999  0.0312  0.2216  0.5272
O  8.7651  -2.6127  19.9768  0.4402  -0.0258  0.2849
O  7.9908  2.4109  19.5868  0.1834  -0.1269  0.4029
O  9.7134  1.1159  -0.4746  -0.1982  0.0465  0.1598
O  -4.1864  3.1562  17.5133  0.2487  0.0186  -0.0506
O  -1.2449  4.8293  21.1471  -0.0154  0.0564  0.3742
O  2.9675  3.1843  17.7351  -0.3603  -0.1275  0.1077
O  10.4989  3.4492  1.5812  -0.5048  -0.061  0.4565
N  0.5683  5.3391  10.6019  -0.3337  -0.0552  -0.1459
O  2.4636  3.0748  10.0459  -0.0743  0.1395  -0.1742
O  4.586  -2.8466  13.3828  -0.1494  0.071  -0.3909
O  4.1739  1.3514  11.0327  0.0824  0.11  -0.1593
O  9.1531  13.2867  12.0986  -0.4137  0.2785  0.5902
O  4.7103  13.7068  15.9139  -0.1106  0.2215  0.2371
O  3.772  7.172  11.0308  0.1747  -0.2815  -0.0797
O  2.9284  9.5575  12.1907  -0.1635  -0.0857  0.041
O  5.6377  5.2776  10.0584  0.1526  0.0283  -0.3731
O  10.7597  7.3597  14.9084  -0.0576  -0.1857  -0.3552
N  7.8481  3.0533  9.9984  0.0879  0.0081  0.1184
O  10.8043  4.9214  15.9539  -0.2104  -0.0318  0.0336
O  6.179  10.915  10.1223  -0.0363  -0.0368  0.3599
O  8.3106  9.2618  10.4559  -0.1366  -0.0071  0.0135
O  11.3149  9.1164  9.5927  -0.0892  0.2797  -0.3622
O  9.2783  6.9381  11.1678  0.2433  -0.002  -0.1864
O  1.7917  4.0118  12.7128  -0.2259  0.3051  -0.1713
O  2.2538  3.1448  15.1016  -0.1488  -0.1007  -0.0879
O  6.5425  4.3516  15.161  0.2161  -0.1933  0.0882
O  -0.6562  11.6823  9.7774  0.22  -0.3202  0.2866
O  -4.3505  1.8384  12.1105  0.0452  0.0977  -0.2873
O  1.0447  9.6784  13.9091  -0.1087  -0.1849  -0.4724
O  0.862  10.8579  11.4881  0.1051  0.0138  -0.1132
O  2.4203  -4.7129  18.1223  -0.1541  0.165  0.2821
O  8.7361  -10.211  13.8905  0.0346  0.1585  0.0843
O  11.608  6.1614  20.195  -0.0145  0.2708  -0.2635
O  5.4641  10.3382  12.5268  0.1525  0.1632  -0.206
O  -3.9194  8.0122  12.1863  0.1856  0.1166  -0.06
O  1.7526  11.9819  18.7841  -0.0885  0.1206  -0.0631
O  -2.2865  -5.2685  14.6766  0.4624  -0.3558  -0.0796
O  -0.2585  5.3502  13.2687  0.1486  0.0638  -0.0621
N  1.6017  7.194  12.7367  -0.083  -0.2077  -0.0507
O  10.8549  13.2527  14.0444  -0.1233  0.1616  -0.0025
N  9.4906  8.856  13.0918  -0.1194  -0.0408  -0.1927
O  7.3378  4.2664  12.6245  0.4086  -0.5607  -0.1583
O  -3.8407  -1.4728  14.3071  0.1441  0.0273  -0.4473
O  0.1281  -1.1304  20.3197  -0.0733  0.0873  0.1697
O  0.4099  10.9613  16.7992  -0.0439  0.023  0.2679
O  0.0983  -2.9935  18.3719  0.0846  0.0892  0.3134
O  2.7223  -2.4724  20.136  0.2944  -0.236  0.2387
O  -1.8666  4.1696  17.7844  0.2755  -0.101  -0.0946
O  4.4643  7.7946  18.1829  -0.2653  -0.0956  0.2862
O  2.8682  11.7997  16.3714  -0.2129  0.2381  0.244
O  4.6355  5.6609  19.7086  -0.2134  0.3071  0.2408
O  -1.5321  -0.8257  18.3135  0.2361  -0.0548  0.0815
O  2.681  -1.1744  17.8734  0.082  -0.0763  0.2988

Results
free energy: -38439.240 eV
free energy less fixed offsets of N -289.75, O -463.61, Si -117.95 eV per atom: -11.260 eV
pressure: -2.93 GPa
stress xx, yy, zz, yz, xz, xy (GPa, positive in tension): 3.24, 3.63, 1.93, 2.77, -0.69, -1.35

The program warned: the forces do not sum to zero within the program's tolerance.
